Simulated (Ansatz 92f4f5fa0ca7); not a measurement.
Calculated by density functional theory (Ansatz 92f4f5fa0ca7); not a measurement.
Periodic cell of 276 atoms, Si168O108, from a study of silicon, its oxide and their interface. The atomic structure is a simulated model.
Doubt: the cutoff is low for norm-conserving oxygen, so forces and energies are approximate.
Doubt: the program's own warning below bears on the result.
This geometry differs little from another in the collection (a relaxation step or a small displacement).

Settings: functional HSE06; potential files SPMS norm-conserving; basis plane waves; wave-function cutoff 800 eV; density cutoff ratio 4; exchange-correlation grid ratio 1; k mesh 1 x 1 x 1, Gamma-centred; occupations fixed; spin none; net charge 0.

Cell vectors (angstrom)
a 11.6015 0 0
b 0 13.3963 0
c 0 0 30.7179

Atoms: element, x, y, z (angstrom)
Si -0.0852 0.0418 23.9399
Si 3.9091 -0.0608 24.2183
Si 7.555 -0.0743 24.1986
Si 1.8854 3.4202 23.6169
Si 5.6746 3.2407 24.0454
Si 9.5003 3.3672 23.9393
Si 0.0771 6.7497 23.8722
Si 4.042 6.6107 23.7381
Si 7.8883 6.714 24.3045
Si 1.849 10.1304 23.9968
Si 5.752 10.2069 24.1253
Si 9.593 10.0908 23.9154
Si -0.0506 2.314 24.5741
Si 3.7046 2.2368 24.7513
Si 7.6498 2.1977 24.8239
Si 2.0256 5.5992 24.5728
Si 5.8715 5.5283 24.7492
Si 9.8082 5.5459 24.8795
Si -0.0614 8.9541 24.7287
Si 3.8387 8.8999 24.5688
Si 7.6868 9.0064 24.8199
Si 1.8653 12.3273 24.8095
Si 5.7364 12.2769 25.2463
Si 9.6102 12.2929 24.7767
Si -0.0159 2.2607 27.0382
Si 3.7778 2.2435 27.1407
Si 7.6958 2.2211 27.1834
Si 1.9758 5.578 27.027
Si 5.824 5.5638 27.1343
Si 9.7547 5.5453 27.2229
Si -0.0204 8.9256 27.1183
Si 3.8571 8.8958 27.0328
Si 7.7306 8.9494 27.1778
Si 1.9041 12.2945 27.1725
Si 5.7785 12.2689 27.4898
Si 9.6584 12.2845 27.1559
Si 1.8753 1.1242 27.9507
Si 5.7379 1.1608 27.9873
Si 9.6643 1.1332 27.9244
Si 0.082 4.449 27.9482
Si 3.8708 4.4774 27.9327
Si 7.7617 4.4596 27.9496
Si 1.9305 7.7997 27.8957
Si 5.7924 7.8117 27.9241
Si 9.6681 7.8068 27.9508
Si -0.0149 11.1536 27.9463
Si 3.8095 11.1082 27.969
Si 7.7635 11.1524 28.0113
Si 1.9336 1.1164 30.3229
Si 5.8008 1.1164 30.3229
Si 9.6679 1.1164 30.3229
Si 0 4.4654 30.3229
Si 3.8672 4.4654 30.3229
Si 7.7343 4.4654 30.3229
Si 1.9336 7.8145 30.3229
Si 5.8008 7.8145 30.3229
Si 9.6679 7.8145 30.3229
Si 0 11.1635 30.3229
Si 3.8672 11.1635 30.3229
Si 7.7343 11.1635 30.3229
Si 0 0 0.3944
Si 3.8672 0 0.3944
Si 7.7343 0 0.3944
Si 1.9336 3.3491 0.3944
Si 5.8008 3.3491 0.3944
Si 9.6679 3.3491 0.3944
Si 0 6.6981 0.3944
Si 3.8672 6.6981 0.3944
Si 7.7343 6.6981 0.3944
Si 1.9336 10.0472 0.3944
Si 5.8008 10.0472 0.3944
Si 9.6679 10.0472 0.3944
Si -0.0228 -0.0101 2.7694
Si 3.8615 -0.0126 2.7956
Si 7.6912 -0.0119 2.7268
Si 1.9532 3.313 2.766
Si 5.7467 3.3502 2.7398
Si 9.704 3.3956 2.7549
Si -0.0026 6.7055 2.748
Si 3.9147 6.7409 2.7575
Si 7.7946 6.7002 2.7972
Si 1.9561 10.0448 2.7888
Si 5.8255 10.0693 2.8026
Si 9.6829 10.0513 2.7767
Si -0.0038 2.2204 3.5491
Si 3.8539 2.1907 3.6678
Si 7.729 2.2528 3.313
Si 1.9591 5.5922 3.3864
Si 5.8449 5.5744 3.5046
Si 9.7311 5.5916 3.7016
Si 0.0225 8.9247 3.5651
Si 3.9056 8.9651 3.6418
Si 7.7607 8.9418 3.6053
Si 1.9192 12.2824 3.5859
Si 5.795 12.2968 3.6664
Si 9.6085 12.3033 3.5356
Si -0.0453 2.1993 5.9188
Si 3.806 2.165 6.1212
Si 7.7041 2.2616 5.5816
Si 2.0356 5.614 5.6769
Si 5.9249 5.5228 5.8428
Si 9.8543 5.5594 6.1902
Si 0.0566 8.901 5.9352
Si 3.9671 8.9773 6.0655
Si 7.7872 8.9276 5.9992
Si 1.9115 12.2576 5.9717
Si 5.8278 12.3427 6.116
Si 9.5641 12.3344 5.8974
Si 1.737 1.0183 6.9086
Si 5.9274 1.2623 6.7706
Si 9.5053 1.2209 6.6279
Si 0.3489 4.3654 6.7315
Si 3.919 4.4934 6.5112
Si 7.8519 4.3551 6.6258
Si 2.0391 7.7691 6.6598
Si 5.8958 7.6965 6.7098
Si 9.7392 7.868 6.8468
Si -0.1129 11.1806 6.5399
Si 3.8511 11.2576 6.8849
Si 7.736 11.1426 6.9057
O 3.6899 4.7293 8.1255
O -0.5471 11.2985 8.1148
O 7.7773 11.0896 8.5775
O 7.7826 3.8952 8.224
O 1.0725 4.0584 8.2216
O 9.0748 1.5218 8.2187
O 9.7209 8.1611 8.4895
O 6.4369 1.6172 8.3319
O 2.1372 7.5201 8.2852
O 1.2705 0.8895 8.5151
O 3.6942 11.4535 8.531
O 6.0584 7.3029 8.3046
O 9.1755 3.4206 22.3074
O 9.2843 5.6623 20.5261
O 9.4578 10.1806 22.2657
O 4.357 -0.3803 22.6511
O 11.4162 0.011 22.2858
O 5.3698 2.9572 22.4491
O 7.0639 13.1033 22.6225
O 1.6243 10.4717 22.3979
O 11.7462 6.8564 22.2094
O 1.9413 3.5352 21.9247
O 8.8373 10.0482 19.627
O 4.3096 6.3254 22.1094
Si 8.1492 2.0394 11.9566
Si 7.8106 2.3777 8.8248
Si 2.464 4.2664 9.069
Si 6.9334 10.82 9.9482
Si 0.369 13.8905 18.2146
Si 7.9543 10.2383 12.8648
Si 6.5088 0.1859 16.7365
Si 3.3289 1.6033 10.6724
Si 3.6996 7.79 11.6645
Si 11.332 7.234 15.3221
Si 0.9425 7.0752 20.8055
Si 5.379 7.7505 18.2412
Si 15.1332 10.6382 12.5837
Si 5.574 -2.1408 14.7343
Si 2.5541 -1.4959 18.7118
Si -0.3908 11.2255 9.6989
Si 8.7365 2.6305 20.9485
Si 17.4906 5.7349 15.84
Si 12.7309 4.4025 14.942
Si 2.1903 3.0236 17.594
Si -1.1313 11.7322 14.009
Si 10.5554 13.5655 20.9238
Si 8.7229 5.9208 14.3978
Si 5.7294 12.3193 22.0974
Si 12.8784 9.8434 14.5746
Si 15.8021 12.1535 9.9116
Si 4.987 0.1215 19.4919
Si 16.7734 2.7747 12.9738
Si 4.995 16.1885 16.0588
Si 12.9544 9.9617 20.8995
Si 8.3459 7.4367 11.8507
Si 9.5598 0.4697 16.1262
Si 5.1396 5.8456 20.7847
Si 10.6209 7.024 18.2459
Si 6.1176 7.7709 9.8363
Si 8.1491 8.6491 19.2003
Si 1.6929 7.0159 9.7505
Si -1.0112 8.2309 9.8581
Si -1.7168 10.5763 20.7514
Si 10.061 -0.1855 11.4227
Si 10.003 16.4749 14.2695
Si 1.5665 4.25 20.488
Si 3.7037 9.8466 16.6854
Si 5.5823 2.9159 20.8515
Si 8.105 6.4607 21.2421
Si 0.861 0.4051 10.0197
Si 3.8353 5.3517 13.6199
Si 10.1694 4.6497 19.6393
O -0.0622 0.719 19.7633
O 2.1938 3.6371 19.1135
O 11.6914 7.0645 9.8109
O 6.8731 10.7638 13.9303
O 11.561 4.2607 20.3447
O 4.2743 1.9323 11.9296
O 4.778 7.3054 10.5829
O 4.8596 4.3706 12.7951
O 7.7927 8.63 12.7918
O 8.4574 6.7043 22.7656
O 4.214 9.1835 12.3147
O 3.6885 2.7229 17.0274
O 9.6903 7.9657 11.1514
O 7.1692 2.7328 20.6572
O 9.2604 4.4377 14.7299
O 2.3521 9.6487 15.7899
O 7.3289 7.0865 10.6511
O 8.1162 0.223 16.8048
O 9.3786 2.718 12.7974
O 11.4097 7.4992 16.9225
O 13.0942 3.9722 16.4695
O 5.7941 11.9521 10.0394
O 4.9438 1.6414 20.0801
O 1.8848 1.028 11.1055
O 6.7356 2.3321 12.74
O 6.0586 1.6796 16.4317
O 2.1677 5.4978 10.0724
O 5.847 13.2552 18.1592
O 4.6735 2.4953 14.4925
O 9.2867 1.1382 21.134
O 10.6653 13.8401 17.2901
O 3.4593 11.4832 11.1991
O 2.2058 10.8592 19.8882
O 12.0986 5.8771 14.9525
O 4.1158 8.6048 17.6616
O 3.4169 11.1425 17.5902
O 0.8882 -1.2312 10.0604
O 11.6196 16.7765 14.2904
O 7.9373 2.5416 10.428
O 9.2112 7.8174 18.301
O 12.7813 12.4955 18.1105
O 4.6036 5.9909 14.8958
O 11.5052 7.2684 19.5782
O 14.1082 4.515 14.0688
O 10.8231 12.7472 12.7858
O 9.3887 3.2523 19.5955
O 5.7845 4.1841 16.2632
O 7.9214 7.901 20.5936
O 2.0935 10.2624 13.2329
O 1.8332 8.4168 20.8521
O -1.6547 11.9041 10.458
O 8.5863 6.145 12.7915
O 5.6551 12.462 20.5106
O 8.6163 0.4731 11.7872
O 10.3579 5.4047 18.2135
O 3.0174 2.9442 9.8163
O 9.4216 10.6439 13.4198
O 3.4373 13.1366 19.2468
O 4.9906 -3.2724 15.7418
O 3.9719 13.7658 9.8201
O 6.702 5.6933 21.1767
O 6.6777 8.7226 18.5069
O 12.039 8.4499 14.5181
O 9.9071 12.1591 20.5192
O 7.7175 10.8314 11.3672
O 6.232 9.3762 9.8122
O 4.9499 6.9309 19.5905
O -0.6115 0.8462 10.5631
O 7.281 6.0674 15.0986
O 5.8071 10.7517 22.5467
O 5.9773 -0.8291 15.5869
O 3.4399 6.638 12.7486
O 4.8721 4.295 20.3054
O 5.81 6.6676 17.1359
O 9.7846 12.6093 15.1551
O -0.2161 10.0194 20.5109
O 2.3113 8.0011 10.8666
O -1.9347 1.8663 15.2964
O 4.4053 11.5193 13.6334
O 1.3291 1.6711 17.696
O 11.3335 9.6604 10.0623
O 1.9521 5.8314 20.5465
O 0.1603 11.0221 14.69
O 9.7663 7.0426 14.9405

Results
free energy: -67412.722 eV
free energy less fixed offsets of O -447.96, Si -113.29 eV per atom: -0.322 eV
gap between the highest filled and lowest empty level on this k mesh: 1.424 eV

The program warned: the cutoff lies below the one the program advises for these potential files; the model core charge is not resolved on the grid; the forces do not sum to zero within the program's tolerance; the exchange-correlation potential is rough where the density is thin.
